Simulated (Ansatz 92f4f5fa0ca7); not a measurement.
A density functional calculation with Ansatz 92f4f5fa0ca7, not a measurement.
Periodic cell of 363 atoms, Si241O122, from a study of silicon, its oxide and their interface. The atomic structure is a simulated model.
Doubt: the cutoff is far below the 930 eV that the study's wrapper takes by default for these files, so forces and energies are approximate.
This geometry differs little from another in the collection (a relaxation step or a small displacement).

Settings: functional PBE; potential files Ansatz PAW; basis plane waves; wave-function cutoff 580 eV; density cutoff ratio 5; exchange-correlation grid ratio 1; k mesh 1 x 1 x 1, Gamma-centred; self-consistency stop 5e-08 eV per atom in the density residual; occupations fixed; spin none; net charge 0.

Cell vectors (angstrom)
a, 11.6015, 0, 0
b, 0, 13.3963, 0
c, 0, 0, 40.9796

Atoms and the computed forces on them: element, x, y, z (angstrom), force x, y, z (eV/angstrom)
Si, 0, 2.2327, 1.1851, -0.0008, 0.014, 0.0167
Si, 3.8672, 2.2327, 1.1851, -0.0053, 0.0053, 0.0217
Si, 7.7343, 2.2327, 1.1851, -0.0054, 0.0088, 0.0292
Si, 1.9336, 5.5818, 1.1851, 0.0111, -0.0247, 0.0072
Si, 5.8008, 5.5818, 1.1851, 0.0097, -0.0196, -0.0136
Si, 9.6679, 5.5818, 1.1851, -0.0002, -0.0084, -0.0087
Si, 0, 8.9308, 1.1851, -0.0248, 0.0132, 0.0129
Si, 3.8672, 8.9308, 1.1851, 0.0145, -0.0005, 0.002
Si, 7.7343, 8.9308, 1.1851, -0.0065, -0.0184, -0.0197
Si, 1.9336, 12.2799, 1.1851, -0.0109, 0.0051, -0.0047
Si, 5.8008, 12.2799, 1.1851, -0.0043, 0.005, 0.0101
Si, 9.6679, 12.2799, 1.1851, 0.0036, -0.0103, 0.0062
Si, 1.9336, 1.1164, 1.9745, 0.0158, -0.0574, -0.0048
Si, 5.8008, 1.1164, 1.9745, 0.0126, -0.0623, -0.0037
Si, 9.6679, 1.1164, 1.9745, 0.0361, -0.0154, -0.0045
Si, 0, 4.4654, 1.9745, -0.048, 0.0105, -0.0138
Si, 3.8672, 4.4654, 1.9745, -0.0364, 0.0244, 0.0015
Si, 7.7343, 4.4654, 1.9745, 0.0138, 0.036, 0.0051
Si, 1.9336, 7.8145, 1.9745, 0, 0.0396, -0.0208
Si, 5.8008, 7.8145, 1.9745, 0.0205, 0.0237, 0.0022
Si, 9.6679, 7.8145, 1.9745, -0.0115, 0.039, -0.0011
Si, 0, 11.1635, 1.9745, 0.0165, 0.0189, 0.0117
Si, 3.8672, 11.1635, 1.9745, -0.0102, -0.0009, -0.0004
Si, 7.7343, 11.1635, 1.9745, 0.0372, -0.0089, -0.0048
Si, 1.9336, 1.1164, 4.3426, 0.0484, -0.1345, 0.0528
Si, 5.8008, 1.1164, 4.3426, 0.0385, -0.1175, 0.0954
Si, 9.6679, 1.1164, 4.3426, 0.0826, -0.0241, 0.1847
Si, 0, 4.4654, 4.3426, -0.1358, 0.0104, 0.0572
Si, 3.8672, 4.4654, 4.3426, -0.1072, 0.0419, -0.2271
Si, 7.7343, 4.4654, 4.3426, 0.0593, 0.0825, -0.2187
Si, 1.9336, 7.8145, 4.3426, -0.003, 0.1687, 0.057
Si, 5.8008, 7.8145, 4.3426, 0.0706, 0.1112, -0.1708
Si, 9.6679, 7.8145, 4.3426, -0.0389, 0.1338, -0.1475
Si, 0, 11.1635, 4.3426, 0.0663, 0.0961, 0.1389
Si, 3.8672, 11.1635, 4.3426, -0.0186, 0.0598, 0.1565
Si, 7.7343, 11.1635, 4.3426, 0.1115, 0.0136, 0.1157
Si, 0, 0, 36.639, -0.0748, 0.1003, 0.1118
Si, 3.8672, 0, 36.639, 0.0155, -0.2284, -0.0446
Si, 7.7343, 0, 36.639, -0.0328, -0.2309, 0.0076
Si, 1.9336, 3.3491, 36.639, 0.0658, -0.0841, 0.0587
Si, 5.8008, 3.3491, 36.639, 0.0207, -0.0181, -0.005
Si, 9.6679, 3.3491, 36.639, 0.0158, -0.1297, -0.0135
Si, 0, 6.6981, 36.639, 0.141, 0.1673, 0.1073
Si, 3.8672, 6.6981, 36.639, 0.1609, -0.0773, 0.2724
Si, 7.7343, 6.6981, 36.639, -0.1931, -0.108, 0.0347
Si, 1.9336, 10.0472, 36.639, 0.0167, -0.0638, -0.0921
Si, 5.8008, 10.0472, 36.639, -0.0109, 0.0851, -0.2385
Si, 9.6679, 10.0472, 36.639, -0.2677, 0.142, -0.201
Si, 0, 0, 39.0072, -0.0206, 0.0629, 0.006
Si, 3.8672, 0, 39.0072, 0.0069, -0.0745, 0.0036
Si, 7.7343, 0, 39.0072, 0.0021, -0.0872, -0.0023
Si, 1.9336, 3.3491, 39.0072, 0.0073, -0.022, 0.0132
Si, 5.8008, 3.3491, 39.0072, 0.0071, 0.0177, 0.0107
Si, 9.6679, 3.3491, 39.0072, 0.0143, -0.0217, 0.0126
Si, 0, 6.6981, 39.0072, 0.0393, 0.079, 0.0035
Si, 3.8672, 6.6981, 39.0072, 0.0616, -0.0236, -0.0085
Si, 7.7343, 6.6981, 39.0072, -0.0666, -0.0423, 0.0043
Si, 1.9336, 10.0472, 39.0072, -0.0037, -0.0172, -0.0069
Si, 5.8008, 10.0472, 39.0072, 0.0145, 0.0376, -0.001
Si, 9.6679, 10.0472, 39.0072, -0.108, 0.0365, 0.0191
Si, 0, 2.2327, 39.7966, 0.0045, -0.0136, 0.019
Si, 3.8672, 2.2327, 39.7966, 0.0004, 0.0046, -0.0226
Si, 7.7343, 2.2327, 39.7966, -0.001, -0.0025, -0.0299
Si, 1.9336, 5.5818, 39.7966, -0.0058, 0.02, -0.0092
Si, 5.8008, 5.5818, 39.7966, -0.0119, 0.0251, 0.0507
Si, 9.6679, 5.5818, 39.7966, -0.0009, 0.0118, -0.0351
Si, 0, 8.9308, 39.7966, 0.0209, -0.0195, -0.0116
Si, 3.8672, 8.9308, 39.7966, -0.0052, -0.0145, -0.0126
Si, 7.7343, 8.9308, 39.7966, 0.0098, 0.0121, -0.0042
Si, 1.9336, 12.2799, 39.7966, 0.0042, 0.0013, -0.017
Si, 5.8008, 12.2799, 39.7966, 0.0062, -0.0018, 0.0181
Si, 9.6679, 12.2799, 39.7966, -0.0017, 0.0085, 0.0089
Si, 0.03, -0.0359, 28.8688, -0.0011, -0.0018, 0.0019
Si, 4.4962, -0.5103, 30.4505, -0.0007, -0.0059, -0.0054
Si, 7.6405, 0.3483, 28.7986, -0.0007, -0.0041, 0.0009
Si, 1.5323, 3.2605, 29.4335, -0.0064, 0.003, 0.0013
Si, 5.8848, 5.454, 30.4245, -0.0025, 0.0023, -0.0013
Si, 9.5811, 3.36, 29.7027, 0.0012, 0.0052, -0.0054
Si, 0.1936, 6.7133, 29.6911, 0.0011, -0.0036, -0.0012
Si, 4.0434, 6.4028, 29.3872, -0.0044, -0.0054, 0.0013
Si, 9.8102, 5.5766, 30.3622, -0.0026, -0.0008, -0.0013
Si, 1.9638, 9.8087, 29.5964, -0.0009, -0.0007, -0.0026
Si, 6.1372, 9.3679, 28.8291, 0.0081, 0.0035, 0.0107
Si, 9.8138, 9.5063, 29.8216, -0.0032, 0.0002, -0.0035
Si, -0.2132, 2.3687, 30.6765, 0.0053, 0.0041, 0.006
Si, 4.1227, 1.8608, 30.4136, -0.0073, 0.0061, 0.0105
Si, 7.6229, 2.2152, 30.2518, 0.0036, 0.0015, -0.0009
Si, 2.0616, 5.4151, 30.2391, -0.0006, 0.0017, -0.0032
Si, 5.7269, 3.3331, 29.5141, -0.0002, 0.0022, -0.002
Si, 7.8426, 6.374, 29.4705, 0.0091, -0.0019, 0.0081
Si, 0.1968, 8.7681, 30.796, 0.0017, -0.0007, -0.0011
Si, 4.03, 8.6961, 29.9212, 0.0032, -0.0035, -0.001
Si, 7.767, 8.5783, 30.2983, -0.0093, -0.005, -0.0075
Si, 2.283, 12.0537, 30.2987, 0.0009, 0.0037, 0.0007
Si, 5.1525, 12.2878, 28.3044, 0.0031, 0.0033, 0.0036
Si, 9.5185, 11.7609, 30.1984, 0.0016, 0.0046, -0.0005
Si, -0.0039, 2.2577, 32.9485, 0.0001, -0.0001, 0.0008
Si, 3.8824, 2.2167, 32.7376, 0.003, -0.0032, -0.0083
Si, 7.6856, 2.1544, 32.6455, -0.004, -0.0007, 0.0031
Si, 1.9714, 5.533, 32.6428, 0.0029, 0.0008, 0.0031
Si, 5.8373, 5.5466, 32.76, 0.0007, 0.0023, 0.0006
Si, 9.6892, 5.5473, 32.7232, -0.0011, -0.0028, -0.0015
Si, 0.0381, 8.879, 33.0452, 0.0026, 0.0004, 0.0018
Si, 3.9198, 8.8733, 32.4591, 0.0041, 0.0014, 0.0009
Si, 7.7141, 8.8653, 32.6526, -0.0022, -0.0009, 0.0022
Si, 1.8177, 12.2378, 32.6305, -0.0096, -0.0038, 0.0051
Si, 5.6112, 12.3128, 32.5466, 0.0021, -0.0018, 0.0037
Si, 9.6357, 12.2434, 32.5598, -0.0001, 0.0006, 0.0013
Si, 1.9506, 1.062, 33.4979, -0.003, -0.0001, -0.0004
Si, 5.7765, 1.0707, 33.5214, -0.0001, 0.0017, -0.0005
Si, 9.6301, 1.0584, 33.4707, 0.0016, -0.003, -0.0025
Si, 0.0305, 4.509, 33.5597, -0.0001, -0.0013, 0.0009
Si, 3.8808, 4.4423, 33.4998, -0.0026, 0.0017, -0.001
Si, 7.7585, 4.3912, 33.4775, 0.0019, 0.0018, -0.0014
Si, 2.0427, 7.7567, 33.4831, -0.0063, -0.0021, -0.0039
Si, 5.7885, 7.7987, 33.4701, -0.0001, -0.0008, -0.0021
Si, 9.6328, 7.7698, 33.5446, -0.0002, 0.0002, 0
Si, -0.0833, 11.1719, 33.5308, 0.005, 0.0043, -0.0024
Si, 3.7794, 11.0989, 33.4075, 0.001, 0.0013, -0.0041
Si, 7.6382, 11.1685, 33.3007, 0.0019, 0.0021, -0.0003
Si, 1.94, 1.1044, 35.8569, 0.0001, -0.0005, -0.0015
Si, 5.8053, 1.1084, 35.8736, 0.0006, -0.0004, -0.0008
Si, 9.6525, 1.1029, 35.8431, 0.0004, -0.0003, -0.0001
Si, 0.0063, 4.4823, 35.8978, 0.0008, 0.0001, -0.0021
Si, 3.866, 4.466, 35.8603, 0.0006, -0.0005, -0.0011
Si, 7.7416, 4.454, 35.8473, -0.0013, -0.0003, -0.0008
Si, 1.9667, 7.8007, 35.8516, -0.0004, 0.0019, 0.001
Si, 5.7925, 7.8181, 35.846, -0.0007, 0.0012, -0.0009
Si, 9.6556, 7.807, 35.8867, 0.0002, 0.0012, -0.001
Si, -0.0072, 11.1765, 35.8783, -0.0011, -0.0014, -0.0019
Si, 3.8566, 11.142, 35.8094, 0.0011, -0.0009, 0.0004
Si, 7.7127, 11.1685, 35.7557, -0.0008, -0.0012, -0.0021
Si, 0.0101, 0.0049, 5.173, 0.0008, -0.0001, 0.0002
Si, 3.8724, 0.0005, 5.1667, -0.0004, -0.0003, 0.0007
Si, 7.7458, -0.001, 5.1539, -0.0012, 0, 0.0003
Si, 1.9297, 3.3427, 5.1059, -0.0001, 0.0005, 0.001
Si, 5.7981, 3.359, 5.071, 0, -0.0007, 0.0028
Si, 9.6504, 3.3503, 5.1421, 0.0002, 0.0005, 0.001
Si, -0.0078, 6.71, 5.1108, -0.0002, -0.0012, 0.0001
Si, 3.8757, 6.7026, 5.0989, -0.0016, -0.0002, 0.001
Si, 7.7353, 6.7042, 5.11, 0.0007, -0.0007, 0.001
Si, 1.9321, 10.0575, 5.1642, -0.0002, 0.0006, 0.0001
Si, 5.8058, 10.0509, 5.1332, -0.0003, 0.0002, 0.0004
Si, 9.6806, 10.0482, 5.151, -0.0006, -0.0005, 0.0007
Si, 0.0588, 0.0477, 7.5753, -0.0022, 0.0004, 0.0027
Si, 3.9205, 0.0216, 7.5614, 0.0007, 0.0004, -0.0003
Si, 7.789, -0.007, 7.5413, -0.0009, 0.002, 0.0008
Si, 1.8819, 3.359, 7.4544, -0.0002, -0.0015, -0.0006
Si, 5.7711, 3.3753, 7.399, -0.0003, 0.0014, -0.0015
Si, 9.5837, 3.3853, 7.5158, -0.0006, -0.002, 0.003
Si, -0.0111, 6.7558, 7.4636, 0.0001, -0.0003, 0.0012
Si, 3.9063, 6.7349, 7.444, -0.0021, 0.0008, -0.001
Si, 7.7448, 6.7431, 7.4622, -0.0013, -0.0004, -0.0006
Si, 1.963, 10.1034, 7.5587, 0.0004, -0.0029, 0.0013
Si, 5.8483, 10.0792, 7.5023, -0.0001, 0.0003, 0.0009
Si, 9.7411, 10.0662, 7.5353, -0.0027, 0.0002, 0.0014
Si, -0.074, 2.3226, 8.2916, 0.001, -0.0019, -0.0022
Si, 3.8435, 2.2994, 8.2382, 0.0006, 0, -0.001
Si, 7.6346, 2.2312, 8.2872, 0.0024, -0.0021, -0.0043
Si, 1.9371, 5.6205, 8.0886, -0.0004, 0.0009, -0.0036
Si, 5.8303, 5.6006, 8.2322, 0.0011, -0.0034, 0.003
Si, 9.6585, 5.6374, 8.2604, 0.0008, 0.0014, -0.0031
Si, 0.0639, 8.9421, 8.3975, 0.0007, 0.0008, -0.0025
Si, 3.9127, 8.958, 8.2591, -0.0012, 0.0017, -0.0039
Si, 7.7903, 8.9633, 8.2819, 0.0012, 0.0023, -0.0053
Si, 2.0031, 12.3352, 8.4349, -0.0006, 0.0018, -0.0049
Si, 5.8728, 12.2899, 8.3551, -0.0009, -0.001, 0.0007
Si, 9.7542, 12.2902, 8.3537, 0.0011, -0.0015, -0.0032
Si, -0.1785, 2.5721, 10.6553, 0.0226, -0.0253, 0.0207
Si, 4.3664, 2.6455, 10.508, -0.0039, -0.0018, 0.0008
Si, 6.7905, 2.5825, 10.4714, -0.0062, 0.0011, 0.0005
Si, 1.905, 5.6289, 10.3849, 0.001, 0, 0.0035
Si, 5.842, 5.7475, 10.5909, 0.0043, 0.0032, -0.0025
Si, 9.6017, 5.6459, 10.6184, -0.0003, -0.0028, 0.0007
Si, 0.1353, 8.8305, 10.8223, 0.0006, 0.0016, 0.0013
Si, 3.9368, 8.8472, 10.607, 0.0032, -0.0011, 0.0017
Si, 7.8609, 8.9133, 10.6438, -0.0023, 0.0006, 0.003
Si, 2.1722, 12.1956, 10.841, 0.0006, -0.0004, -0.0014
Si, 5.9981, 11.9897, 10.7249, 0.0021, -0.006, -0.0019
Si, 9.9503, 12.072, 10.7151, -0.0007, 0.0051, 0.0014
Si, 2.2432, 0.8734, 11.9691, -0.027, 0.0307, -0.0221
Si, 6.6996, 1.1182, 12.236, -0.0047, 0.0052, -0.0004
Si, 9.7097, 0.5518, 12.0301, 0.0167, 0.0058, -0.0086
Si, -0.0043, 4.7609, 11.3803, -0.0022, -0.0004, -0.0001
Si, 3.8438, 4.7664, 11.2881, 0.0011, 0.0019, -0.0007
Si, 7.6767, 4.5204, 11.4044, -0.0053, 0.001, -0.0002
Si, 2.1056, 7.6764, 11.4278, 0.0024, -0.0003, -0.0008
Si, 5.9098, 7.8864, 11.3731, -0.0021, -0.0043, -0.0083
Si, 9.7154, 7.8138, 11.5488, -0.0007, 0.0017, 0.0026
Si, 0.2897, 11.0338, 11.6102, -0.0054, -0.0043, 0.0026
Si, 4.0531, 10.9685, 11.4737, -0.0026, -0.0013, 0.0073
Si, 8.0096, 11.0436, 11.5195, 0.0009, -0.0034, 0.0073
O, 10.5725, 0.3992, 13.4122, 0.0009, -0.0021, 0.0079
O, 11.6583, 5.13, 12.9894, 0.0008, 0.0002, -0.001
O, 1.9544, 1.0507, 13.5851, 0.0026, -0.0003, -0.0003
O, 8.1207, 10.9906, 13.1915, -0.0034, 0.0058, -0.0049
O, 3.6155, 4.8989, 12.9413, -0.0005, 0.0008, 0.001
O, 6.065, 1.5967, 13.6431, -0.0006, 0.0013, -0.0006
O, 7.8742, 4.232, 13.0365, 0.0011, 0.0005, 0.0037
O, 12.0398, 11.0655, 13.2682, 0.002, 0.0015, 0.0028
O, 5.9428, 7.7533, 13.021, -0.0002, 0.0013, -0.0026
O, 9.5984, 7.8729, 13.2095, 0.0002, -0.0017, -0.0041
O, 4.1298, 10.9813, 13.1395, 0.0071, 0.0069, 0.0015
O, 2.4521, 7.3561, 13.0431, -0.0001, 0.0014, 0.0011
O, 11.8899, 7.2485, 28.0999, -0.0003, 0.0022, -0.0015
O, 3.9442, -1.3541, 27.2093, -0.001, -0.0006, -0.0025
O, 5.5865, 3.6584, 27.8667, 0.0007, -0.0011, -0.0035
O, 6.7666, 8.6506, 27.4665, -0.0014, -0.0032, -0.0041
O, 8.7112, 14.0406, 27.6132, 0.0002, -0.0003, -0.0023
O, 1.0204, 3.2591, 27.8597, -0.0012, 0.0009, -0.006
O, 6.4694, 11.5944, 23.4967, -0.0004, -0.0011, -0.0009
O, 8.0394, 6.0142, 27.8492, -0.0026, -0.0008, -0.0047
O, 4.346, 6.0678, 27.7537, 0.0003, 0.0012, -0.003
O, 1.3253, 9.7172, 28.0436, 0.0009, 0.0008, 0.0006
O, 10.1967, 9.3143, 28.2082, 0.0025, -0.0002, -0.0008
O, 9.7995, 3.062, 28.0654, 0.0004, 0.0009, -0.0014
Si, 3.1623, 6.4373, 20.8266, -0.0016, 0.0005, 0.0002
Si, 10.4993, 4.2019, 19.0097, -0.0004, 0.0002, -0.0014
Si, 10.1197, 0.0868, 14.9619, -0.0013, 0.0021, -0.0027
Si, 5.5011, 10.3588, 23.9658, 0, 0.0008, 0.0018
Si, 7.6995, 11.5816, 14.666, -0.0041, -0.0023, 0.0014
Si, 7.6038, 8.8911, 16.2347, -0.0018, -0.0005, -0.0013
Si, 2.8635, 1.0238, 14.9451, -0.0003, 0, -0.0021
Si, 4.2971, 1.1402, 23.9102, 0.0007, 0.0003, 0.0015
Si, 2.0048, 0.2605, 17.7235, -0.003, 0.0038, -0.0008
Si, 0.3344, 6.7958, 19.7123, -0.001, 0.0002, -0.0002
Si, 5.5182, 2.2705, 15.0062, 0.0018, -0.0005, -0.0007
Si, 2.0824, 3.0195, 23.6933, 0.0006, -0.0002, 0.0009
Si, 1.6317, 3.7865, 26.4453, -0.0012, -0.0009, 0.002
Si, 4.552, 11.6719, 14.5507, 0.0044, -0.0004, -0.0056
Si, 6.0029, 12.3171, 19.3983, 0.0018, 0.0001, -0.0016
Si, 6.4126, -0.5098, 22.5018, -0.0005, 0.0008, 0.0028
Si, 8.5594, 1.7345, 22.3509, -0.0006, 0.0019, 0.001
Si, 5.8927, 7.1445, 14.5265, 0.0018, -0.0011, 0.0053
Si, 6.0179, 1.8091, 17.9307, 0, 0, -0.0017
Si, 11.7369, 10.8304, 14.8572, 0.0015, 0.0009, -0.0004
Si, 3.4993, 12.148, 25.6252, -0.0002, 0.0008, 0.0009
Si, 7.7135, 3.4515, 19.8022, -0.0004, -0.0005, -0.0009
Si, 9.1943, 3.4267, 24.8282, 0.0004, 0.0006, 0.0023
Si, 12.1881, 11.9573, 24.39, 0.0003, -0.0009, 0.0013
Si, 3.0872, 6.1076, 13.9263, -0.0006, -0.0015, -0.001
Si, 11.4125, 0.352, 21.9786, -0.0005, -0.0007, 0.001
Si, 10.5392, 9.5733, 19.7239, 0.0003, -0.0007, 0.0011
Si, 10.1313, 3.1797, 16.0217, 0.0006, 0.0001, -0.0011
Si, 7.4871, 4.4831, 14.6065, -0.0002, -0.0005, -0.0016
Si, 10.1326, 8.0184, 14.7546, -0.0012, -0.0001, 0.0006
Si, 7.3921, 9.6901, 19.1733, -0.0009, 0.0001, -0.0024
Si, 0.3518, 12.0968, 19.5097, 0.0002, 0.0007, -0.0005
Si, 3.558, 2.3212, 19.4525, 0.0002, -0.0003, -0.0011
Si, 11.6304, 8.7959, 27.601, -0.0009, -0.0031, 0.0007
Si, -1.3054, 9.8565, 25.2252, -0.0001, 0.0017, -0.0013
Si, 11.2316, 5.5515, 25.1497, -0.0005, -0.0013, 0.0006
Si, 5.0907, 4.1058, 21.1023, 0.0008, -0.0006, 0.0008
Si, 12.5965, 2.837, 20.9014, -0.0002, 0.0004, 0.0001
Si, 8.4885, 5.974, 26.278, -0.0004, -0.0013, 0
Si, 7.41, 8.7476, 25.9537, -0.0007, -0.001, -0.0003
Si, 4.9036, 8.9942, 21.1424, 0.0003, 0.0008, 0.0006
Si, 4.6353, 4.651, 26.9623, 0.0017, 0.0007, 0.0032
Si, 4.7995, 4.021, 24.1289, -0.0005, -0.002, 0.0008
Si, 9.9043, 1.6671, 27.2096, -0.0008, 0.0031, -0.0005
Si, 3.2039, 10.8025, 19.4017, -0.0033, -0.0027, 0.0013
Si, 2.7706, 10.7785, 16.6444, -0.0015, -0.0024, -0.0018
Si, 12.4882, 6.834, 22.5418, 0.0001, 0.0001, 0.0014
Si, 0.2827, 5.368, 14.5846, -0.0014, -0.0015, 0.0001
Si, 11.643, 9.6193, 22.6898, -0.0004, 0.0003, 0.0005
O, 4.3721, 6.5972, 14.8143, -0.0035, -0.0016, 0.0004
O, 2.6944, -1.114, 17.2453, 0.0025, -0.0031, -0.0015
O, 5.4312, 4.4319, 22.6781, -0.0007, 0.0001, -0.0009
O, 6.0731, 14.8913, 16.334, 0.0003, 0.0003, 0.0005
O, 11.234, 3.3575, 20.199, 0.0003, 0.0001, 0.0002
O, 6.1338, 12.0116, 14.62, -0.0078, -0.0054, 0.003
O, 10.5471, 4.2479, 24.4452, 0.0005, 0.0002, -0.0011
O, 12.5406, 10.8497, 23.2494, 0, 0.0005, -0.0014
O, 1.9998, 6.8162, 19.6986, 0.0005, 0.0002, -0.0007
O, 8.9713, 4.4483, 19.535, -0.0009, 0.0001, 0.0002
O, 5.1232, 9.4288, 22.6907, -0.0003, -0.0004, -0.0008
O, 11.8479, -0.1059, 23.4949, -0.0005, 0.0006, -0.0017
O, 3.6142, 9.8197, 20.609, -0.0005, -0.0003, 0.0005
O, 10.0904, 6.278, 26.0655, 0.0006, 0.0008, -0.0014
O, 10.3817, 3.3515, 17.6254, 0.0002, 0.0001, -0.0004
O, 8.6048, 12.8736, 15.0985, 0.0008, -0.0014, 0.0019
O, 11.0722, 10.869, 18.857, -0.0004, 0.0002, -0.0008
O, 13.4727, 12.1448, 25.395, 0, 0.0002, -0.0005
O, 3.7509, 13.0624, 14.8104, 0.0014, -0.003, -0.0032
O, 5.1641, 2.4417, 24.3893, -0.0007, 0.0012, -0.0021
O, 11.1058, 6.7335, 15.0616, 0.0001, 0, 0.0002
O, 6.0966, 13.7746, 18.6993, -0.0002, 0.0018, -0.0012
O, 13.7797, 3.1471, 19.8065, -0.0005, 0.0002, -0.0003
O, 2.9523, 0.8972, 18.9022, 0.0025, 0.0023, 0.0022
O, 2.9133, 9.9112, 18.0289, 0.0003, -0.0004, -0.0014
O, 8.2126, 4.477, 25.6425, -0.0006, 0.0002, -0.0013
O, 7.0659, 11.2474, 18.7614, 0.0005, -0.0008, -0.0001
O, 11.351, 4.0112, 15.3131, -0.0001, 0.0004, -0.0001
O, 3.1835, 4.1955, 23.9578, 0.0002, 0.0005, -0.0016
O, 8.4446, 2.9049, 23.486, -0.0007, 0.0002, -0.0014
O, 10.8652, 11.4221, 25.2409, -0.0007, -0.0012, -0.0013
O, 10.3598, 9.3427, 23.675, 0.0007, 0.0007, 0.0003
O, 7.3188, 8.782, 17.8282, -0.0002, 0.0001, -0.0001
O, 4.4823, 11.7951, 19.2171, 0.0012, 0.0021, -0.0028
O, 8.7219, 3.8886, 15.5148, -0.0014, -0.0002, 0
O, 1.8529, 11.5692, 19.9037, -0.0006, 0.0004, 0.0011
O, 12.508, 5.2007, 26.1008, -0.0004, 0.0009, -0.0015
O, 11.4945, 6.4944, 21.2732, 0.0001, 0.0003, -0.001
O, 8.0252, 2.3112, 20.9293, -0.0006, 0.0002, -0.0021
O, 11.4215, 8.9375, 26.0023, 0.0002, 0.0001, -0.0015
O, 10.8288, 9.4808, 14.9691, -0.0002, 0.0009, 0
O, 5.2637, 4.8841, 25.4518, 0, -0.0001, -0.0015
O, 10.1793, 1.5513, 15.7248, -0.0003, -0.0016, -0.0005
O, 2.3672, 6.2256, 22.2449, 0, 0.0001, -0.002
O, 11.1082, 12.2421, 15.454, -0.0003, -0.0002, 0.0005
O, 4.5028, 2.564, 20.8144, -0.0005, 0.0006, -0.0005
O, 11.1635, 12.5725, 20.8696, -0.0009, -0.0003, 0
O, 2.8534, 1.629, 23.326, -0.0003, 0.0005, -0.0009
O, 3.8894, 2.2927, 14.9969, -0.003, -0.0019, -0.0006
O, 12.7311, 8.4322, 22.6085, 0, 0.0001, -0.001
O, 6.2867, 9.1982, 20.2819, -0.0005, -0.0001, 0.0006
O, 10.0946, 1.2637, 22.1844, 0.002, -0.0008, -0.001
O, 11.2971, 0.8186, 27.5081, 0.0005, -0.0006, -0.0023
O, 4.096, 0.203, 25.2096, -0.0001, 0.0002, -0.0019
O, 12.7836, 3.4966, 22.4081, -0.0001, -0.0005, -0.001
O, 4.1704, 10.9531, 24.7255, 0.0001, -0.0004, -0.0018
O, 8.8947, 7.9749, 15.8161, 0.0019, -0.0005, -0.0006
O, 7.0984, 6.0566, 14.7623, 0.0013, -0.0023, 0.0015
O, 7.9126, 10.4279, 15.7897, -0.0003, 0.0046, -0.0069
O, 1.9362, 1.1164, 16.3125, 0.0004, 0.0008, -0.0008
O, 6.2332, 8.3666, 15.5312, 0.0009, 0.0043, 0.0027
O, 12.5556, 1.2451, 21.2299, 0.0004, 0.0003, -0.0011
O, 6.4781, 4.3748, 20.3074, -0.0006, 0.0005, -0.0003
O, 6.4206, 12.4059, 20.9636, 0.0005, -0.0008, 0.0004
O, 3.2163, 3.894, 26.7545, 0, -0.0008, -0.0014
O, 8.7813, 9.6598, 25.8078, 0.0001, -0.0001, -0.0011
O, 1.3426, 2.8066, 25.1517, -0.0002, 0.0005, -0.0006
O, 11.8063, 6.4323, 23.9342, 0.0003, -0.0003, -0.0018
O, 11.2726, 8.2025, 19.1896, -0.0001, 0.0002, -0.001
O, 6.2923, 9.4032, 24.9972, 0.0001, 0, -0.0005
O, 7.701, 7.1919, 25.5152, -0.0009, 0.0011, -0.0012
O, 3.9425, 5.0616, 20.4613, -0.0003, 0.0003, -0.001
O, 10.9979, 9.8515, 21.2431, 0.0001, -0.0002, -0.0016
O, 6.087, 3.7826, 15.0468, 0.002, 0, -0.0011
O, 7.6883, 0.4406, 22.8156, -0.0002, -0.0013, -0.0007
O, 7.3035, 2.6964, 18.4067, 0.0001, 0.0005, 0.0004
O, 1.8863, 5.5526, 14.8907, 0.0015, 0.0004, -0.0007
O, 0.54, 13.3065, 18.3943, -0.0016, 0.0006, 0
O, 4.1181, 10.6347, 15.7401, 0.0014, 0.002, -0.005
O, 11.3125, 5.6046, 18.7755, 0.0006, 0.001, -0.0004
O, 4.4139, 7.4559, 21.0163, -0.0002, -0.0002, -0.0013
O, 5.0246, 0.3043, 22.7343, -0.0013, 0.0004, -0.0012
O, 1.4764, 10.4724, 15.7139, -0.0007, -0.0011, 0.0008
O, 8.9152, 9.5062, 19.7269, 0.0013, 0.0005, 0.0003
O, 9.6807, 2.1035, 25.6664, 0.0004, -0.001, -0.0007
O, 4.6357, 2.6731, 18.2527, -0.0007, -0.0004, 0.0002
O, 8.0909, -0.9782, 29.6691, -0.002, -0.0011, 0.0007
O, 15.2532, 15.0202, 11.6133, -0.0091, -0.0022, 0.0001
O, 13.1905, -0.4735, 29.0311, -0.0007, -0.0004, -0.0003
O, 10.6725, 12.0598, 29.0339, 0.0033, 0.002, -0.0025
O, -3.429, -12.8631, 12.572, 0.0003, -0.0077, 0.0053
O, 11.2243, 14.1671, 30.2277, -0.0028, -0.0061, -0.0068
O, 17.3343, 13.3217, 11.6859, -0.0076, 0.0037, -0.0005
O, 12.6279, 15.02, 11.2034, -0.0004, 0.0017, 0.0071
O, 6.2503, 0.0715, 27.9439, -0.0002, 0, -0.0053
O, 9.9953, 1.9838, 11.2736, 0.0137, -0.0028, -0.0008
O, 2.7382, 2.145, 29.5464, 0.0095, -0.0027, -0.0049
O, 6.0301, 10.9179, 28.3509, -0.0015, 0.0044, -0.006

Results
free energy: -222583.070 eV
free energy less fixed offsets of O -568.88, Si -635.61 eV per atom: 2.300 eV

The program warned: the cutoff lies below the one the program advises for these potential files; the forces do not sum to zero within the program's tolerance; the exchange-correlation potential is rough where the density is thin.
